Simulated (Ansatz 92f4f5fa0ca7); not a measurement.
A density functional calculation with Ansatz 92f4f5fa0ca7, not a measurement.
Periodic cell of 196 atoms, Si117O79, from a study of silicon, its oxide and their interface. The atomic structure is a simulated model.

Settings
functional: PBE
potential files: Ansatz PAW
basis: plane waves
wave-function cutoff: 700 eV
density cutoff ratio: 5
exchange-correlation grid ratio: 2
k mesh: 2 x 2 x 1, shifted by 0.5 0.5 0.5 of a step
self-consistency stop: 5e-08 eV per atom in the density residual
occupations: Fermi-Dirac, 0.05 eV
spin: none
net charge: 0

Cell vectors (angstrom)
a	11.5983	0	0
b	0	11.5983	0
c	0.492	-3.2513	26.2383

Atoms and the computed forces on them: element, x, y, z (angstrom), force x, y, z (eV/angstrom)
Si	0.3096	3.8988	-4.5955	-0.0269	0.127	-0.1346
Si	0.1679	1.5657	0.6709	-0.0906	-0.0719	0.4502
Si	0.008	4.9691	-1.7803	0.0103	-0.0429	0.2288
Si	9.7361	4.9322	1.6036	0.0904	0.3074	0.2116
Si	4.0724	2.309	0.5514	0.2274	-0.6755	0.2432
Si	3.8374	4.7574	0.3832	-0.1926	0.6602	-0.341
Si	1.126	10.8252	0.1975	-0.0403	-0.3457	-0.7845
Si	3.4322	-1.9758	-1.2755	-0.281	0.043	-0.3191
Si	8.6145	5.633	-2.0841	0.1895	0.1422	-0.091
Si	7.6125	1.8899	0.8734	0.0831	-0.3198	-0.0336
Si	5.7062	1.7181	2.222	-0.1774	0.3433	-0.0915
Si	5.7798	5.3488	1.6542	0.1282	-0.123	0.1759
Si	4.8022	9.5118	2.0622	-0.0997	-0.0413	0.2702
Si	9.7225	1.2354	1.9432	-0.1493	0.5246	-0.2713
Si	7.74	4.2868	0.5313	-0.1482	0.0627	-0.3137
Si	2.3142	9.4959	2.0145	0.0041	0.1499	0.2241
Si	13.7146	1.6122	1.97	0.1238	0.2263	0.0939
Si	13.5155	5.2307	1.7364	-0.0676	-0.0577	0.0047
Si	5.5913	-0.2917	3.422	-0.0662	-0.0923	-0.1253
Si	5.7385	3.682	3.4165	-0.1103	-0.0165	0.1711
Si	5.6222	7.4108	3.0308	-0.045	-0.0327	-0.0618
Si	9.6335	-0.6979	3.3241	0.0354	-0.6151	-0.1816
Si	9.7073	3.2844	3.3375	-0.0964	-0.1782	0.0922
Si	9.6242	7.7016	3.2248	0.0228	0.2881	0.1969
Si	13.6134	-0.273	3.4315	0.0751	0.0474	-0.0017
Si	13.5977	3.5167	3.3543	0.2521	-0.0836	0.0815
Si	13.4493	7.3603	3.0671	-0.0282	-0.1154	-0.1255
Si	3.8083	-0.2455	4.9085	-0.1556	-0.057	0.2064
Si	3.8359	3.5734	4.8273	-0.0142	0.0592	-0.0767
Si	3.7613	7.3279	4.5621	-0.0007	-0.0007	0.0108
Si	7.6527	-0.3785	4.5952	-0.2489	-0.0531	0.0545
Si	7.7187	3.4937	4.6629	0.05	0.0983	-0.0918
Si	7.5743	7.4365	4.4689	0.0047	0.007	-0.1404
Si	11.5955	-0.3592	4.6451	0.1785	-0.0074	0.0058
Si	11.6549	3.4552	4.6913	-0.0413	0.0097	-0.1187
Si	11.5939	7.4013	4.5643	0.0912	0.0044	-0.1163
Si	3.7885	9.28	6.0436	0.0349	0.1128	-0.0614
Si	3.8066	1.6593	6.255	0.0711	0.0047	-0.0474
Si	3.7878	5.5118	6.1265	-0.0567	0.0026	-0.0985
Si	7.5873	9.31	5.943	0.0715	0.0573	-0.0097
Si	7.6617	1.5501	6.0188	-0.0151	0.0014	0.0093
Si	7.6442	5.4935	5.8958	0.055	-0.0608	-0.02
Si	11.6659	9.3067	5.9905	-0.0068	0.0369	-0.0328
Si	11.6662	1.5382	6.0658	-0.1587	-0.0094	0.0082
Si	11.6001	5.461	5.953	-0.012	0.0314	-0.0297
Si	5.7259	9.3464	7.4078	0.0668	-0.0873	0.0253
Si	5.7776	1.5929	7.519	-0.1249	0.0162	0.1041
Si	5.7765	5.4481	7.4032	0.0498	0.0022	0.1146
Si	9.6181	9.3486	7.1554	0.013	0.0135	0.0443
Si	9.6663	1.573	7.2778	0.1687	0.132	0.0158
Si	9.6003	5.4956	7.1872	-0.0506	0.034	0.1401
Si	13.5087	9.3178	7.5039	-0.0552	-0.0401	-0.0038
Si	13.4848	1.5577	7.6405	-0.0213	-0.0191	0.1341
Si	13.4459	5.4519	7.4813	-0.005	0.0184	0.0113
Si	5.7728	-0.3579	8.8885	-0.0509	-0.0275	-0.0444
Si	5.7372	3.534	8.8887	0.1393	-0.008	0.1226
Si	5.7638	7.4072	8.7269	0.125	-0.0028	-0.0606
Si	9.7255	-0.3699	8.5899	0.0423	-0.1019	-0.0284
Si	9.6629	3.5578	8.5397	-0.3664	-0.0661	0.2028
Si	9.549	7.4482	8.4826	-0.044	0.133	-0.0875
Si	13.5483	-0.4296	9.0474	0.0461	0.0496	0.0185
Si	13.4537	3.5581	8.9574	0.1084	-0.0728	0.2699
Si	13.4284	7.379	8.845	-0.1123	0.0747	0.0529
Si	3.9474	1.458	11.8139	-0.048	0.0656	-0.0445
Si	3.8028	3.4926	10.4308	-0.086	0.0211	-0.3438
Si	3.8571	7.3509	10.0787	0.0686	-0.0856	-0.0992
Si	7.8665	-0.2397	9.9883	0.0235	0.0087	0.0089
Si	7.8304	3.5233	10.0544	0.2248	0.1006	-0.3212
Si	7.7341	7.5459	9.9935	0.0319	0.03	0.0145
Si	11.4602	-0.4226	10.2543	-0.1268	-0.1576	-0.0756
Si	11.3866	3.585	10.1607	-0.1706	0.2942	-0.1803
Si	11.3243	7.4346	9.9594	-0.0097	0.0886	-0.1454
Si	4.0034	8.9409	11.796	-0.1044	0.0808	-0.1934
Si	3.9588	-0.5043	10.4776	-0.0076	-0.1644	0.1655
Si	4.07	5.6065	11.6027	-0.2849	-0.017	0.1373
Si	8.2678	9.5028	11.301	-0.5052	-0.0065	-0.0379
Si	8.4249	1.5963	11.4136	-0.4729	0.0913	0.1432
Si	8.2259	5.5856	11.1523	-0.0082	0.0452	0.0787
Si	10.6099	9.1945	11.3967	0.4742	-0.2482	0.0779
Si	10.9428	1.6037	11.3762	0.6327	0.0857	0.1496
Si	10.6624	5.6089	11.2988	-0.1991	-0.2571	-0.1798
Si	6.5087	9.0316	13.757	0.0945	0.0516	0.0759
Si	5.9518	2.2245	13.0015	0.0852	-0.1565	0.1279
Si	6.2709	5.2007	12.4686	0.549	0.3779	0.1927
Si	13.6567	7.2507	13.3522	-0.1198	0.3185	0.2699
Si	10.0521	-0.974	16.4904	-0.0534	-0.0268	0.0243
Si	12.263	0.7929	15.6011	-0.0358	0.0378	0.1615
Si	1.626	6.3199	16.097	-0.0785	-0.0658	0.5779
Si	2.036	1.5264	13.247	0.0437	0.0198	0.3203
Si	1.6972	3.3354	15.4215	-0.0109	-0.0618	0.2435
Si	6.1114	4.1818	15.2661	0.0369	0.1691	0.3591
Si	10.3822	5.9896	16.0521	0.1817	0.0351	0.2521
Si	8.3809	8.1684	15.8684	0.0415	0.0252	0.3444
Si	11.3421	6.8873	13.1194	0.2112	-0.223	0.1232
Si	5.7296	8.9413	16.5079	0.1022	-0.185	0.32
Si	-0.7986	6.4271	24.7232	-0.0688	0.0406	-0.1212
Si	8.2179	5.2439	24.8028	0.2833	0.1656	-0.2263
Si	8.1257	5.4143	20.0515	-0.0495	0.0196	-0.1446
Si	3.5163	5.4692	22.2524	-0.0768	0.0184	-0.1888
Si	13.3018	2.0473	17.998	-0.0396	0.0534	0.0724
Si	5.9169	6.7361	26.1244	0.2443	-0.2641	0.0916
Si	9.9499	7.8229	20.8113	0.055	-0.0357	0.0055
Si	6.3406	0.6983	19.9589	-0.0143	-0.0649	-0.1297
Si	8.6098	2.6405	21.1704	-0.09	0.1382	-0.2073
Si	5.0539	-1.8522	19.3976	0.0402	-0.0962	-0.0078
Si	5.28	6.6081	19.9315	0.0183	-0.0133	-0.116
Si	8.6312	3.8762	17.2607	0.0366	0.0423	0.1296
Si	11.4627	3.1609	20.2478	0.0711	0.0554	-0.187
Si	12.205	0.8823	26.6866	0.0956	-0.0292	-0.2687
Si	3.2096	3.448	24.3694	-0.1325	0.0807	-0.1351
Si	11.9449	5.8647	21.8649	0.0988	0.1053	-0.2052
Si	6.7015	-2.6313	25.5823	0.1607	0.4969	-0.1717
Si	8.3878	0.8368	18.0214	-0.0384	0.0859	-0.0953
Si	4.4443	6.1553	16.964	-0.0459	0.0205	0.2776
Si	8.6115	-3.7439	23.5287	0.1036	0.118	-0.1487
Si	10.4453	-0.9079	19.4644	-0.051	-0.084	0.0026
Si	3.3988	0.4661	20.187	-0.0323	0.0381	-0.1181
O	9.6562	-2.3023	2.6568	-0.0105	0.5149	0.419
O	0.4434	6.6568	25.7183	-0.04	0.0424	0.2711
O	7.7107	6.9728	-1.9405	-0.0692	-0.0488	0.0685
O	2.3444	-0.7745	-0.9326	0.2268	0.0706	0.1468
O	2.7279	8.1178	-0.9981	0.1822	-0.0288	0.011
O	5.259	-1.7523	25.4493	-0.0073	0.0725	0.1048
O	7.9249	4.5135	-1.131	-0.1603	-0.1637	0.2361
O	-1.3971	5.8379	-1.7327	-0.1114	-0.0568	-0.0329
O	6.9876	5.4748	25.8198	-0.0892	0.1129	0.1335
O	9.7335	6.6117	1.9706	0.0527	-0.736	-0.1048
O	2.6189	8.6855	12.6961	-0.0077	-0.1796	0.0199
O	3.0147	6.0053	12.8653	0.2708	-0.2407	-0.2889
O	10.9238	8.5088	12.9201	-0.3177	-0.0146	-0.037
O	7.4208	1.459	12.7947	-0.0942	0.147	-0.203
O	13.6983	7.4358	15.0065	0.0455	0.0391	-0.2159
O	7.4665	9.8803	12.7447	0.0703	-0.0069	-0.0501
O	13.4016	0.4028	14.4741	0.0377	-0.0023	-0.2156
O	12.1346	1.7118	12.5717	-0.0611	-0.0731	-0.0963
O	11.9261	2.4031	15.379	-0.003	0.0352	0.0076
O	9.9134	2.6644	20.1718	-0.1166	-0.0492	0.1168
O	7.496	-2.7097	24.1152	-0.1346	-0.1157	0.0908
O	8.9372	2.3155	17.6189	0.0018	0.0103	-0.0072
O	4.167	2.3306	25.1128	0.1078	-0.2717	0.4022
O	6.7926	6.2758	20.3782	0.0371	0.0152	0.0196
O	3.6598	3.9233	22.8379	0.0176	-0.065	0.1685
O	12.2392	2.236	21.3192	0.0493	-0.1041	0.1128
O	1.9024	3.5709	-4.7728	-0.0008	0.0143	0.0549
O	8.1532	4.2205	21.1878	0.0659	-0.1048	0.0928
O	9.0354	6.8094	16.4425	-0.013	-0.0042	-0.1319
O	5.7978	9.7611	15.072	0.0545	-0.0029	-0.198
O	3.653	-1.0769	19.7161	-0.0326	0.0523	0.0284
O	6.4768	5.2805	14.1108	-0.1557	-0.028	-0.2401
O	5.7357	2.7416	14.5664	-0.0459	-0.2438	-0.264
O	10.6249	6.1682	14.4425	-0.0038	0.2797	-0.1621
O	4.8646	4.8227	16.1186	0.0353	-0.0685	-0.1645
O	0.152	6.5767	16.7878	0.0429	-0.0182	-0.1476
O	5.2774	8.4879	12.8059	0.0144	0.1622	-0.1292
O	11.4373	7.3251	21.3035	-0.0489	-0.0587	0.0283
O	10.99	-0.1823	15.4205	-0.0389	-0.025	-0.0413
O	9.1639	0.1199	19.3079	0.0652	-0.0075	-0.0134
O	10.0873	9.1801	19.9427	-0.0064	0.0238	-0.0288
O	12.7632	0.7382	17.166	-0.0476	-0.0632	-0.1144
O	6.1281	3.5909	12.1001	0.0142	-0.4973	0.2192
O	2.8192	6.2017	17.201	-0.049	0.0103	-0.2011
O	1.4263	4.9105	15.2973	0.0086	-0.0209	-0.1259
O	14.0126	3.0218	16.8806	-0.0132	0.0492	-0.2009
O	7.2713	8.618	16.9796	-0.0541	0.0372	-0.161
O	9.327	6.5232	20.0419	-0.0025	0.0053	0.0486
O	6.282	10.6325	20.0738	-0.0491	0.0751	-0.0086
O	10.8963	-1.1534	17.8949	-0.0147	0.0588	-0.042
O	10.0113	4.4877	16.596	-0.0351	0.0302	-0.0971
O	11.5456	4.6995	20.7813	-0.0184	-0.0113	0.1235
O	1.7009	2.8209	24.2314	0.1216	-0.0029	0.0329
O	7.4012	3.956	16.2114	-0.0771	-0.0123	-0.1249
O	8.5787	5.2536	-3.6537	0.0079	-0.061	0.0402
O	12.1492	2.9345	18.7744	0.0055	-0.0668	0.0071
O	-1.9167	5.5151	25.4956	-0.0668	-0.07	0.0273
O	2.52	2.8878	14.0807	0.0277	0.1224	-0.1136
O	13.5496	5.8646	22.0453	0.0598	-0.0331	0.0742
O	9.6088	-2.3637	15.7812	0.0316	0.0764	-0.1103
O	5.0281	8.2276	19.9952	0.0002	0.0271	0.0189
O	4.2083	6.4692	23.3444	-0.0419	-0.0096	0.0789
O	7.5786	7.9621	14.4449	-0.1214	-0.0118	-0.1522
O	8.6661	-0.135	16.7431	0.0723	0.0043	0.0334
O	8.932	8.2649	22.0047	0.0321	0.0323	0.0651
O	8.0473	-5.2871	23.5605	-0.0717	-0.0814	0.1351
O	11.2439	5.6668	23.3318	-0.0278	-0.0505	0.1957
O	10.0337	-3.746	24.3773	-0.0535	0.0593	-0.0157
O	5.1329	6.0603	18.4177	-0.036	-0.0198	-0.0794
O	-0.0453	3.8035	-2.9849	0.0109	0.0667	-0.0319
O	-0.09	-0.254	20.5615	0.0244	0.0105	0.0591
O	4.9299	7.5366	16.2387	0.0099	0.0582	-0.1617
O	4.2506	5.7353	20.8351	-0.0227	-0.0435	0.0918
O	4.8544	1.1792	20.4502	0.0244	-0.0305	0
O	6.7905	0.9477	18.3838	0.0207	-0.043	0.0858
O	5.089	-1.8506	17.7553	0.0187	0.0162	-0.1097
O	8.1655	4.6913	18.5938	0.0126	-0.0246	-0.0388
O	2.7321	1.4525	19.0833	0.0417	-0.0429	0.0214
O	7.3755	1.6522	20.7709	0.0027	0.0051	0.0637

Results
free energy: -119313.516 eV
free energy less fixed offsets of O -569.03, Si -635.61 eV per atom: 6.224 eV
pressure: -1.01 GPa
stress xx, yy, zz, yz, xz, xy (GPa, positive in tension): 1.13, 1.72, 0.19, -0.03, -0.05, -0.01

The program warned: the cutoff lies below the one the program advises for these potential files.
